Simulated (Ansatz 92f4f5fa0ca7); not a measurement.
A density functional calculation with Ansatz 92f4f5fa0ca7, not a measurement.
Periodic cell of 212 atoms, Si132O80, from a study of silicon, its oxide and their interface. The atomic structure is a simulated model.
Doubt: the cutoff is far below the 930 eV that the study's wrapper takes by default for these files, so forces and energies are approximate.
This geometry differs little from another in the collection (a relaxation step or a small displacement).

Settings
functional: PBE
potential files: Ansatz PAW
basis: plane waves
wave-function cutoff: 580 eV
density cutoff ratio: 5
exchange-correlation grid ratio: 1
k mesh: 1 x 1 x 1, Gamma-centred
self-consistency stop: 5e-08 eV per atom in the density residual
occupations: fixed
spin: none
net charge: 0

Cell vectors (angstrom)
a  10.938  0  0
b  0  10.938  0
c  0  0  31.1853

Atoms: element, x, y, z (angstrom)
Si  -0.4836  0.2988  23.8148
Si  6.1629  -0.449  23.5901
Si  2.2483  3.2456  23.8944
Si  8.824  2.1485  23.9188
Si  0.4458  4.8534  24.0093
Si  5.0995  5.9915  23.654
Si  3.3325  7.7081  23.7758
Si  7.9126  8.741  23.7775
Si  1.3741  1.3067  24.9422
Si  6.9169  1.2949  25.0168
Si  4.1534  4.1707  24.9415
Si  9.6021  3.9732  25.1925
Si  1.4523  6.7953  24.9822
Si  6.8796  6.8994  24.9313
Si  4.289  9.5634  24.8891
Si  9.541  9.6154  25.2269
Si  2.8055  -0.0474  26.292
Si  8.1784  0.0192  26.5219
Si  0.0783  2.6351  26.4711
Si  5.491  2.7247  26.3133
Si  2.774  5.45  26.415
Si  8.1929  5.4745  26.3584
Si  0.0477  8.1617  26.3742
Si  5.5233  8.1996  26.397
Si  4.1018  1.3673  27.767
Si  9.5708  1.3673  27.767
Si  1.3673  4.1018  27.767
Si  6.8362  4.1018  27.767
Si  4.1018  6.8362  27.767
Si  9.5708  6.8362  27.767
Si  1.3673  9.5708  27.767
Si  6.8362  9.5708  27.767
Si  0  0  29.1343
Si  5.469  0  29.1343
Si  2.7345  2.7345  29.1343
Si  8.2035  2.7345  29.1343
Si  0  5.469  29.1343
Si  5.469  5.469  29.1343
Si  2.7345  8.2035  29.1343
Si  8.2035  8.2035  29.1343
Si  1.3673  1.3673  30.5015
Si  6.8362  1.3673  30.5015
Si  4.1018  4.1018  30.5015
Si  9.5708  4.1018  30.5015
Si  1.3673  6.8362  30.5015
Si  6.8362  6.8362  30.5015
Si  4.1018  9.5708  30.5015
Si  9.5708  9.5708  30.5015
Si  2.7345  0  0.6835
Si  8.2035  0  0.6835
Si  0  2.7345  0.6835
Si  5.469  2.7345  0.6835
Si  2.7345  5.469  0.6835
Si  8.2035  5.469  0.6835
Si  0  8.2035  0.6835
Si  5.469  8.2035  0.6835
Si  4.1018  1.3673  2.0507
Si  9.5708  1.3673  2.0507
Si  1.3673  4.1018  2.0507
Si  6.8362  4.1018  2.0507
Si  4.1018  6.8362  2.0507
Si  9.5708  6.8362  2.0507
Si  1.3673  9.5708  2.0507
Si  6.8362  9.5708  2.0507
Si  0  0  3.418
Si  5.469  0  3.418
Si  2.7345  2.7345  3.418
Si  8.2035  2.7345  3.418
Si  0  5.469  3.418
Si  5.469  5.469  3.418
Si  2.7345  8.2035  3.418
Si  8.2035  8.2035  3.418
Si  1.3762  1.3495  4.7682
Si  6.7984  1.4328  4.8776
Si  4.0853  4.1254  4.7696
Si  9.596  4.1025  4.8471
Si  1.3476  6.8048  4.8439
Si  6.7968  6.878  4.7002
Si  4.0422  9.6049  4.8414
Si  9.4613  9.651  4.7044
Si  2.6739  0.0218  6.2745
Si  8.1317  -0.0044  6.2283
Si  0.068  2.6908  6.1997
Si  5.4927  2.9186  6.2535
Si  2.6648  5.3333  6.2377
Si  8.1738  5.5754  6.0814
Si  -0.127  8.2749  6.0084
Si  5.3862  8.1511  6.1118
Si  3.7691  1.8098  7.4233
Si  10.0222  0.9049  7.3612
Si  1.8738  3.4383  7.5871
Si  6.3841  4.9477  7.448
Si  4.4314  6.3645  7.3575
Si  8.9132  7.5059  7.2253
Si  0.6813  10.024  7.317
Si  7.0893  9.1044  7.4062
O  0.5142  9.2339  8.8118
O  1.3322  3.6183  9.1463
O  9.7694  1.3103  8.9654
O  6.5682  9.2048  8.9916
O  4.5484  1.2126  8.7759
O  3.8458  6.6971  8.8795
O  6.9797  5.4636  8.9366
O  9.1713  7.3914  9.0074
O  2.289  3.2104  22.197
O  6.0231  11.0804  22.0168
O  8.4528  2.6872  22.4021
O  0.0307  4.6726  22.3688
O  8.75  8.4485  22.3471
O  2.8993  8.1889  22.2332
O  5.6657  5.6794  22.1051
O  10.6068  10.4282  22.3373
Si  1.3663  4.3575  21.4467
Si  1.5306  3.726  15.7097
Si  8.7456  0.6162  10.0279
Si  6.227  0.8346  20.5473
Si  0.3604  13.3921  19.3718
Si  4.052  6.7971  10.4951
Si  10.1067  9.0332  21.6129
Si  3.6632  7.5744  19.0227
Si  8.642  5.457  19.4187
Si  5.121  14.0884  19.0749
Si  0.2284  10.6359  14.6585
Si  6.0168  9.2961  10.5427
Si  -2.4398  1.9109  12.9709
Si  4.8408  10.2626  18.1409
Si  8.3185  0.1521  15.3947
Si  6.1963  3.6369  13.9956
Si  12.7825  7.3817  21.2773
Si  -3.7354  8.6995  16.7244
Si  0.5526  2.329  13.2516
Si  5.9679  6.6139  14.833
Si  3.201  6.3807  16.2766
Si  7.0291  13.4068  16.5642
Si  1.4799  3.7252  10.7677
Si  8.3882  5.8846  9.8045
Si  1.0727  6.7559  11.579
Si  7.5411  7.602  12.3665
Si  8.8201  2.5095  20.8373
Si  2.7873  12.7086  17.7909
Si  5.7158  5.8938  20.4851
Si  5.6684  1.2243  9.9646
Si  4.5816  3.8271  11.4535
Si  -0.5422  7.9494  13.7663
Si  -0.7319  8.6579  9.7063
Si  -1.2556  3.8344  17.0905
Si  0.6473  8.3345  16.3552
Si  -1.3236  8.2156  18.8214
O  4.8589  3.6931  13.0624
O  9.2358  -0.9987  10.0696
O  1.9972  7.4579  16.2584
O  1.4053  3.4332  14.1068
O  8.2103  8.4631  17.9991
O  5.1005  4.6194  19.7146
O  0.9354  5.1726  11.2726
O  2.1554  5.7841  21.5002
O  0.0451  4.2546  16.2003
O  4.77  5.4108  11.0286
O  -1.2869  6.7462  19.5846
O  6.3071  7.3454  13.4129
O  3.6854  3.008  18.3428
O  5.8503  9.5574  17.0715
O  8.9333  7.5912  13.1981
O  5.5296  2.6828  10.7174
O  11.2917  7.8942  21.6916
O  6.3365  13.8588  17.9761
O  -3.7375  9.0383  11.6466
O  0.7703  2.536  11.645
O  7.4876  11.8366  16.5986
O  -0.6664  2.7211  18.1328
O  5.9958  2.6686  15.3062
O  10.3298  1.8929  20.5737
O  4.8316  7.2083  20.1049
O  5.3776  -0.1491  10.8347
O  5.2422  2.1235  20.3444
O  9.9334  11.2885  15.5276
O  -3.0364  11.6552  13.9236
O  3.8201  6.5136  17.7876
O  9.4646  4.7785  9.864
O  7.7238  6.4966  11.1841
O  1.0113  14.8066  19.931
O  3.8516  11.4657  17.5669
O  -2.9711  9.5115  15.5297
O  2.1737  7.5789  19.7
O  7.4141  3.1279  13.0249
O  8.4401  3.2355  16.2188
O  -1.9863  16.0148  17.8574
O  0.678  7.0436  13.1386
O  8.7699  4.0391  20.2335
O  7.2123  6.0888  19.8752
O  -4.1673  7.2588  16.1013
O  3.0553  3.4726  11.0967
O  2.6296  4.8867  15.9862
O  4.3603  6.6877  15.16
O  10.9316  7.7703  10.8452
O  11.9513  11.7879  13.8129
O  5.7932  10.7162  19.3864
O  -0.0321  8.3933  17.8315
O  2.6171  7.1263  11.2139
O  -0.287  -1.3816  13.5303
O  2.0372  24.2107  16.4428
O  7.7511  1.3965  20.2708
O  1.5781  12.3974  18.8872
O  -4.4393  5.0905  14.652
O  -3.7084  0.9821  9.4561
O  9.7598  9.3129  20.0354
O  -6.0043  8.1203  10.7995
O  1.1011  9.8182  15.7822
O  -1.041  2.5107  13.5407
O  3.7923  9.1211  18.5819
O  -0.4899  7.6751  15.376
O  8.7939  1.2535  11.5125

Results
free energy: -129406.523 eV
free energy less fixed offsets of O -568.88, Si -635.61 eV per atom: 4.397 eV

Forces (eV/angstrom), in the order of the atoms: element, x, y, z
Si  0.0498  -0.12  -0.0442
Si  -0.0821  0.127  -0.0545
Si  0.0547  -0.0759  -0.033
Si  -0.0947  0.1066  -0.0204
Si  -0.0998  0.0611  -0.0007
Si  0.0867  -0.0901  -0.0491
Si  -0.0514  0.1274  0.0126
Si  0.1309  -0.0808  -0.0179
Si  0.0231  0.0196  0.0013
Si  0.0165  -0.0022  -0.0356
Si  0.0038  0.0069  -0.0027
Si  0.0206  0.0156  -0.0324
Si  0.0029  -0.0177  -0.0451
Si  0.0005  0.0122  0.0014
Si  -0.0136  -0.0366  -0.0165
Si  -0.0078  -0.0031  0.0019
Si  -0.0112  -0.009  0.0003
Si  0.0004  0.0018  0.0341
Si  -0.011  -0.0348  0.0379
Si  -0.0059  0.0145  0.0115
Si  -0.0137  -0.0166  0.0536
Si  -0.0072  -0.0079  -0.0011
Si  0.0139  0.0079  0.0024
Si  0.0017  0.0033  0.0114
Si  0.0536  -0.0021  -0.6716
Si  0.1167  -0.0117  0.841
Si  0.3449  -0.1604  0.2262
Si  -0.0969  -0.0084  -0.4188
Si  0.1625  0.1485  0.0376
Si  0.0738  -0.1099  -0.3158
Si  0.3548  -0.0495  -0.4927
Si  -0.1919  -0.1865  0.6668
Si  -0.1216  0.0634  0.0261
Si  -0.003  -0.0906  0.0272
Si  -0.0274  0.1069  0.0242
Si  0.1385  0.0441  0.0174
Si  -0.0672  -0.0468  -0.0181
Si  -0.0473  0.0314  -0.0022
Si  0.058  0.0635  0.0064
Si  -0.0453  0.0987  0.0141
Si  0.0261  -0.0563  -0.0024
Si  -0.0134  0.0393  -0.0479
Si  0.0444  -0.0344  0.0128
Si  -0.0199  0.0112  -0.0109
Si  0.0094  -0.0119  -0.0405
Si  0.066  -0.0626  -0.0046
Si  -0.0569  0.0107  -0.0165
Si  0.0893  -0.0976  0.0036
Si  0.0398  -0.0125  0.0297
Si  -0.0683  0.0637  0.0004
Si  -0.0508  0.0285  -0.0085
Si  0.0443  -0.0309  0.0205
Si  -0.0358  0.0213  0.0104
Si  0.0251  0.0137  0.0406
Si  -0.0095  -0.0095  0.0279
Si  -0.077  0.1174  -0.0186
Si  -0.0245  0.0266  -0.0184
Si  0.12  0.0065  -0.0166
Si  0.0145  -0.0328  0.0219
Si  -0.0348  0.0078  0.0096
Si  0.0824  -0.0452  -0.0275
Si  -0.0269  0.0217  0.0161
Si  -0.118  -0.0886  0.007
Si  0.0866  -0.1306  -0.0499
Si  -0.0634  0.1547  -0.3237
Si  -0.1355  0.2672  0.6138
Si  0.1787  -0.1615  -0.1374
Si  0.0363  0.0047  0.5683
Si  -0.0287  -0.0755  0.2689
Si  -0.2514  -0.0436  -0.4304
Si  -0.1609  -0.0807  0.4846
Si  -0.2905  0.2173  -0.7862
Si  -0.0053  -0.0051  -0.0188
Si  -0.0103  -0.0191  -0.0118
Si  0.0276  0.0165  0.0019
Si  0.0177  -0.0046  -0.0036
Si  0.0142  -0.009  -0.0043
Si  0.0099  0.0698  -0.0141
Si  0.0269  0.0045  0.0014
Si  -0.0715  -0.0101  -0.0206
Si  -0.0341  0.0239  0.0316
Si  0.0294  -0.0457  0.0393
Si  -0.0184  -0.0303  0.0116
Si  -0.0161  0.0357  0.033
Si  -0.0089  -0.0273  0.0026
Si  -0.0003  -0.0474  0.1006
Si  0.0093  -0.0134  0.0785
Si  -0.0005  -0.0249  0.0022
Si  0.1364  -0.0972  0.0037
Si  -0.0704  0.0861  0.0093
Si  -0.1302  0.0963  0.0626
Si  0.2169  0.0064  0.1658
Si  -0.0922  0.0883  0.0301
Si  0.0422  0.0778  -0.2083
Si  0.0704  -0.0773  -0.0681
Si  -0.0557  0.0477  0.0489
O  -0.1495  -0.0678  0.0027
O  0.1012  -0.0546  -0.1165
O  0.0063  -0.0715  -0.0404
O  0.0495  -0.0211  -0.0569
O  -0.0569  0.0226  -0.0452
O  0.0186  -0.0294  -0.0677
O  0.3182  0.2449  -0.0526
O  0.2829  0.5844  -0.2046
O  -0.0342  0.0485  0.047
O  0.0248  -0.0686  0.0907
O  0.0358  -0.0533  0.0384
O  0.0596  -0.0259  0.0305
O  -0.0645  0.0198  0.0364
O  0.0154  -0.035  0.0295
O  -0.0527  0.0454  0.0749
O  -0.019  0.0516  0.0475
Si  -0.0226  -0.0319  -0.0636
Si  -0.0147  -0.0063  -0.016
Si  -0.0156  0.1684  0.0429
Si  -0.0244  0.0112  -0.0742
Si  -0.0252  -0.0493  -0.0766
Si  0.0128  -0.0212  0.0459
Si  -0.0347  0.0313  -0.0243
Si  0.055  0.0168  -0.0765
Si  -0.0039  0.0079  -0.0545
Si  -0.0049  -0.0123  -0.0612
Si  0.0013  0.0087  -0.0037
Si  -0.0487  -0.0215  0.0654
Si  -0.0169  0.0734  0.068
Si  -0.0156  -0.0068  -0.0229
Si  -0.0022  0.0123  -0.0225
Si  0.0253  -0.0205  0.001
Si  -0.0019  0.0171  -0.0703
Si  0.0063  -0.0121  -0.0212
Si  -0.0214  0.0285  0.0078
Si  0.0109  -0.0014  -0.0005
Si  0.0034  0.0028  -0.009
Si  0.0013  0.0131  -0.032
Si  -0.1215  0.0763  0.011
Si  -0.5987  -1.3844  0.5342
Si  0.0439  -0.1725  0.0852
Si  0.0035  -0.0563  0.0363
Si  0.0094  0.0221  -0.0687
Si  0.0118  0.0018  -0.0079
Si  0.0017  -0.0102  -0.0729
Si  -0.0256  0.0311  0.0746
Si  -0.0126  0.0169  0.058
Si  -0.0089  -0.0187  0.007
Si  0.2394  0.2251  0.1726
Si  0.0143  -0.0084  -0.025
Si  -0.0154  -0.0148  -0.0115
Si  -0.0134  -0.0201  -0.0792
O  -0.0073  0.0044  -0.0333
O  0.03  -0.191  -0.0624
O  0.004  0.0024  0.0069
O  -0.0033  -0.0091  -0.0049
O  -0.0019  0.0068  0.0226
O  -0.0096  -0.0047  0.0294
O  0.0621  0.0384  0.0055
O  0.0023  -0.0017  -0.0069
O  0.0025  -0.0062  0.0118
O  -0.0354  0.01  -0.0135
O  0.0108  -0.0002  0.0289
O  -0.0092  0.0072  0.0009
O  0.0077  0.0024  0.0358
O  -0.0035  0.0118  0.0147
O  -0.0179  0.0105  -0.0294
O  0.0101  -0.0433  -0.0529
O  0.0243  -0.0237  0.0157
O  -0.0058  -0.0009  0.022
O  0.0121  0.0362  -0.0336
O  0.0197  -0.0273  0.0008
O  -0.0007  0.0125  0.0179
O  0.0096  -0.001  0.0277
O  -0.0021  0.0001  0.0094
O  0.0075  -0.007  0.0256
O  -0.014  0.0028  0.0268
O  0.0071  0.02  -0.0354
O  -0.0089  0.0102  0.0276
O  0.0101  -0.0049  0.0087
O  0.0075  -0.0102  -0.0259
O  -0.0122  0.0065  0.0278
O  -0.0456  0.2718  -0.2553
O  -0.0422  0.2022  -0.1527
O  0.0314  0.0616  0.0536
O  0.0035  -0.0074  0.0131
O  0.0024  0.0068  0.0026
O  -0.0282  -0.0053  0.051
O  -0.0039  -0.0204  -0.0094
O  -0.0082  -0.0036  0.0186
O  -0.0012  -0.0006  0.0223
O  0.0046  0.0195  -0.0472
O  -0.0027  -0.0273  0.0338
O  -0.0098  0.0048  0.0288
O  -0.0013  0.0065  0.0131
O  0.011  -0.0089  -0.019
O  0.0007  0.0098  0.0055
O  -0.0054  0.0023  -0.0015
O  -0.1804  0.0908  -0.1984
O  -0.0014  -0.0077  -0.0093
O  0.0076  -0.0041  0.0243
O  0.001  0.008  0.0286
O  0.0118  0.0051  -0.0331
O  0.0002  0.0089  -0.0126
O  -0.0038  0.0045  0.0094
O  0.0101  0.0023  0.0344
O  -0.0047  0.0144  0.0167
O  -0.0081  0.0174  0.0052
O  0.0235  -0.03  -0.0348
O  0.0154  0.0123  0.056
O  0.0028  0.0255  -0.0237
O  -0.0094  0.0068  0.0013
O  0.0084  -0.0196  -0.013
O  -0.0107  -0.0169  0.0178
O  0.0117  0.0078  -0.0002
O  0.0048  -0.0617  -0.0722

The program warned: the cutoff lies below the one the program advises for these potential files; the exchange-correlation potential is rough where the density is thin.
